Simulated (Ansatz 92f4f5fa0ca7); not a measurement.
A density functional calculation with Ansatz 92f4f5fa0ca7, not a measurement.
Periodic cell of 459 atoms, Si304O155, from a study of silicon, its oxide and their interface. The atomic structure is a simulated model.
Doubt: the cutoff is far below the 930 eV that the study's wrapper takes by default for these files, so forces and energies are approximate.

Settings
functional: PBE
potential files: Ansatz PAW
basis: plane waves
wave-function cutoff: 580 eV
density cutoff ratio: 5
exchange-correlation grid ratio: 1
k mesh: 1 x 1 x 1, Gamma-centred
self-consistency stop: 5e-08 eV per atom in the density residual
occupations: fixed
spin: none
net charge: 0

Cell vectors (angstrom)
a	15.4691	0	0
b	0	15.4691	0
c	5.3889	4.199	34.0955

Atoms and the computed forces on them: element, x, y, z (angstrom), force x, y, z (eV/angstrom)
Si	2.273	0.438	24.066	-0.006	0	-0.007
Si	4.699	4.148	23.918	0.006	-0.004	0.003
Si	4.662	8.001	23.881	-0.004	-0.003	0.002
Si	4.589	-3.53	23.988	0.004	-0.001	-0.005
Si	4.7	0.319	23.932	0.002	0.005	-0.002
Si	9.387	2.295	25.297	0.01	0.007	0.001
Si	10.074	7.962	23.97	-0.001	0	-0.005
Si	9.864	-3.475	23.912	-0.009	0	-0.005
Si	9.922	0.367	24.048	-0.007	-0.007	0.002
Si	12.443	4.167	23.913	0.009	-0.003	-0.001
Si	12.464	8.029	24.028	-0.003	0	0.001
Si	12.99	-1.633	25.177	0	0	0.001
Si	12.344	0.357	24.076	0.012	0.001	0.001
Si	2.284	4.156	23.927	-0.004	0	0.003
Si	2.235	8.065	23.903	-0.002	0.004	-0.003
Si	2.17	-3.449	24.014	0.001	0	0.003
Si	5.296	6.096	25.147	0	0.007	-0.001
Si	5.252	9.955	25.134	0.002	0.004	0.001
Si	5.268	-1.602	25.197	-0.003	-0.001	-0.002
Si	5.287	2.241	25.218	0	-0.002	-0.002
Si	9.4	6.104	25.254	0.001	-0.002	0.001
Si	9.321	9.973	25.073	-0.001	0.001	0.001
Si	9.318	-1.592	25.229	-0.002	-0.003	-0.003
Si	9.992	4.193	23.997	-0.004	0.001	0.008
Si	13.048	6.077	25.206	-0.001	0	0.001
Si	12.994	10.008	25.207	0	0.002	0.003
Si	12.294	-3.558	23.94	0.009	0.001	-0.01
Si	12.998	2.289	25.273	0	-0.003	-0.005
Si	1.653	6.115	25.148	0	0.004	0
Si	1.587	10.011	25.142	0	-0.004	-0.001
Si	1.603	-1.531	25.245	-0.002	0.001	-0.002
Si	1.666	2.326	25.309	0.002	-0.002	-0.004
Si	3.476	6.138	26.657	0	0	0.001
Si	3.427	9.999	26.644	0.001	0.001	0
Si	3.451	-1.567	26.709	0.003	-0.003	0.002
Si	3.5	2.288	26.756	0.002	0.001	0.005
Si	7.323	6.121	26.439	-0.001	0.001	0
Si	7.303	9.977	26.39	0.001	-0.002	-0.001
Si	7.29	-1.6	26.468	0.001	0.001	0.002
Si	7.321	2.273	26.477	-0.009	-0.001	0.003
Si	11.231	6.109	26.723	0.002	0.003	-0.001
Si	11.13	10	26.646	-0.001	-0.001	-0.002
Si	11.173	-1.636	26.691	0.002	0.002	0.002
Si	11.2	2.278	26.776	-0.004	-0.002	0.002
Si	15.092	6.112	26.436	0.001	-0.002	0.001
Si	15.041	10.007	26.44	0.001	0	-0.001
Si	15.023	-1.586	26.459	0.001	-0.001	-0.001
Si	15.059	2.279	26.489	-0.002	0.001	0.002
Si	3.473	4.235	28.037	0.001	0	0.004
Si	3.452	8.074	27.993	-0.002	-0.001	0.002
Si	3.442	-3.535	27.995	0.001	0	0.002
Si	3.465	0.344	28.055	-0.001	0.001	0.002
Si	7.316	4.207	27.871	0.001	0	0.003
Si	7.315	8.066	27.837	0	0.002	0.001
Si	7.306	-3.559	27.835	0	-0.001	0.001
Si	7.318	0.332	27.873	0	-0.001	0.001
Si	11.197	4.207	28.078	0.001	0.003	0.003
Si	11.185	8.075	28.002	0	0	0.001
Si	11.161	-3.562	28.017	0	0.001	0.001
Si	11.191	0.303	28.029	0	-0.002	0.001
Si	15.066	4.208	27.88	-0.001	0	0
Si	15.058	8.063	27.84	0.001	0.001	0.001
Si	15.047	-3.532	27.856	-0.001	0	-0.001
Si	15.047	0.335	27.875	0	0	0.002
Si	5.427	4.208	29.323	0	0	0
Si	5.415	8.068	29.296	0.002	-0.001	0.001
Si	5.408	-3.541	29.294	0.002	0	0.001
Si	5.428	0.334	29.326	0.003	0.001	0.002
Si	9.216	4.203	29.322	-0.003	0	0
Si	9.22	8.064	29.297	-0.002	0	0
Si	9.203	-3.54	29.305	-0.002	0	0.003
Si	9.225	0.327	29.312	-0.001	0	0
Si	13.169	4.203	29.33	0.002	0	0.001
Si	13.152	8.071	29.296	0.001	-0.001	0
Si	13.138	-3.541	29.3	0.004	0.001	0.002
Si	13.149	0.33	29.318	0	0.001	0.002
Si	16.97	4.201	29.315	-0.001	-0.001	0.001
Si	16.96	8.065	29.296	-0.001	-0.001	0
Si	16.954	-3.536	29.302	-0.001	0	0.002
Si	16.956	0.331	29.316	-0.002	0.001	0.002
Si	0	1.934	2.05	-0.025	-0.146	-0.038
Si	0	5.801	2.05	-0.027	0.035	-0.062
Si	0	-5.801	2.05	-0.04	0.068	-0.012
Si	0	-1.934	2.05	-0.066	0.045	-0.015
Si	3.867	1.934	2.05	0.053	-0.068	0.058
Si	3.867	5.801	2.05	0.033	-0.051	0.043
Si	3.867	-5.801	2.05	-0.021	-0.052	0.049
Si	3.867	-1.934	2.05	-0.028	0.138	0.068
Si	7.734	1.934	2.05	0.035	0.054	0.002
Si	7.734	5.801	2.05	0.027	0.002	0.016
Si	7.734	-5.801	2.05	-0.009	-0.015	0.015
Si	7.734	-1.934	2.05	0.025	-0.01	0.019
Si	11.602	1.934	2.05	0.017	-0.107	-0.044
Si	11.602	5.801	2.05	0.002	0.019	-0.028
Si	11.602	-5.801	2.05	0.008	0.074	-0.047
Si	11.602	-1.934	2.05	0.025	-0.002	-0.005
Si	-1.934	1.934	3.417	0.048	-0.603	-0.418
Si	-1.934	5.801	3.417	0.228	0.287	-0.398
Si	-1.934	-5.801	3.417	-0.101	0.359	-0.338
Si	-1.934	-1.934	3.417	0.182	-0.17	-0.298
Si	1.934	1.934	3.417	-0.17	-0.047	0.316
Si	1.934	5.801	3.417	-0.223	-0.453	0.013
Si	1.934	-5.801	3.417	0.05	-0.055	0.041
Si	1.934	-1.934	3.417	0.046	0.584	0.272
Si	5.801	1.934	3.417	-0.082	-0.15	0.373
Si	5.801	5.801	3.417	-0.086	0.241	0.377
Si	5.801	-5.801	3.417	0.15	0.142	0.373
Si	5.801	-1.934	3.417	0.07	-0.064	0.734
Si	9.668	1.934	3.417	-0.017	-0.122	-0.541
Si	9.668	5.801	3.417	0.027	0.19	-0.33
Si	9.668	-5.801	3.417	0.103	-0.205	-0.307
Si	9.668	-1.934	3.417	-0.153	0.082	0.011
Si	-1.935	-0.049	4.778	0	0	-0.003
Si	-1.897	3.849	4.671	0.002	-0.003	0
Si	-1.927	-7.701	4.732	-0.001	-0.006	0.001
Si	-1.895	-3.856	4.783	-0.003	-0.002	0.004
Si	1.918	0.06	4.897	0.002	-0.003	0
Si	1.841	3.839	4.847	-0.004	0	0.004
Si	1.927	-7.775	4.758	0	0.001	0.002
Si	1.999	-3.841	4.748	-0.002	0.001	0.001
Si	5.828	0.002	4.871	0	0.002	0.003
Si	5.706	3.873	4.793	0.006	-0.003	-0.002
Si	5.829	-7.699	4.842	0.002	0.002	0
Si	5.835	-3.884	4.882	0.002	0	0.004
Si	9.634	0.031	4.775	-0.001	0	-0.003
Si	9.661	3.86	4.704	0.002	-0.002	-0.001
Si	9.694	-7.74	4.775	-0.004	0.004	0.002
Si	9.678	-3.89	4.744	-0.005	-0.002	0.002
Si	-0.113	0.016	6.29	-0.001	0.002	-0.001
Si	-0.154	3.72	6.24	0.004	0	-0.002
Si	-0.858	5.725	7.183	-0.01	-0.01	0.005
Si	0.078	-3.877	6.095	0.001	0.024	-0.013
Si	3.914	0.117	6.305	-0.001	0	0.003
Si	4.126	2.1	7.725	-0.003	-0.003	-0.003
Si	3.851	-3.845	6.254	0	0.001	0.003
Si	7.798	0.037	6.29	0	0	0
Si	7.864	5.738	7.377	-0.011	0.001	-0.003
Si	7.825	-7.695	6.217	0.004	0.001	0.001
Si	7.842	-3.901	6.248	0.002	0.002	0.001
Si	-3.892	-0.068	6.082	-0.002	-0.002	0.002
Si	-3.821	3.784	5.937	-0.002	-0.003	-0.002
Si	-3.985	-5.808	7.365	-0.014	0.004	0.003
Si	-3.858	-3.854	6.084	-0.002	-0.002	0.005
Si	-0.978	1.885	7.595	0.001	0.001	-0.003
Si	-0.029	-7.779	6.094	0.011	0.022	-0.002
Si	0.592	-5.813	7.335	-0.001	-0.038	0.028
Si	0.342	-1.997	7.513	0.011	-0.003	0.003
Si	3.753	3.899	6.229	0.001	-0.006	0.001
Si	3.873	5.88	7.514	0.001	0.005	-0.003
Si	3.826	-7.663	6.158	-0.004	-0.002	0.006
Si	3.552	-1.867	7.584	-0.007	-0.004	0.003
Si	7.989	2.085	7.56	-0.004	0.004	0.002
Si	7.738	3.847	6.011	0	-0.003	0.002
Si	8.323	-5.836	7.649	0.017	0	0.001
Si	8.504	-1.957	7.441	-0.003	-0.006	0.005
Si	-5.331	2.333	8.658	-0.003	0.004	0
Si	-3.244	5.656	7.213	0	0.008	0.005
Si	-3.822	-7.793	6.113	0	-0.001	0.005
Si	3.078	-5.783	7.433	-0.006	0.005	-0.005
Si	6.119	2.952	8.824	0.002	-0.003	0.004
Si	5.915	5.419	8.577	0.003	0	-0.003
Si	-3.447	1.893	7.277	0	0	0
Si	-4.485	-1.974	7.373	-0.001	0.001	-0.002
Si	-5.59	0.779	10.41	-0.008	0.002	-0.016
Si	5.389	2.265	30.677	0.205	0.048	0.074
Si	5.389	6.133	30.677	0.219	0.111	0.039
Si	5.389	-5.469	30.677	0.172	-0.018	-0.072
Si	5.389	-1.602	30.677	0.214	-0.09	-0.022
Si	9.256	2.265	30.677	-0.216	-0.036	0.016
Si	9.256	6.133	30.677	-0.252	0.083	0.029
Si	9.256	-5.469	30.677	-0.244	-0.046	-0.058
Si	9.256	-1.602	30.677	-0.265	-0.051	-0.016
Si	13.123	2.265	30.677	0.216	-0.014	0.077
Si	13.123	6.133	30.677	0.209	0.123	0.032
Si	13.123	-5.469	30.677	0.231	-0.02	-0.033
Si	13.123	-1.602	30.677	0.192	-0.084	-0.01
Si	16.99	2.265	30.677	-0.187	0.004	0.03
Si	16.99	6.133	30.677	-0.191	0.053	-0.007
Si	16.99	-5.469	30.677	-0.203	-0.025	-0.076
Si	16.99	-1.602	30.677	-0.194	-0.04	-0.006
Si	7.323	2.265	32.044	0.016	0.009	0.058
Si	7.323	6.133	32.044	0.026	0.048	0.063
Si	7.323	-5.469	32.044	0.025	-0.013	0.051
Si	7.323	-1.602	32.044	0.031	-0.032	0.053
Si	11.19	2.265	32.044	-0.011	0.024	-0.054
Si	11.19	6.133	32.044	0.005	0.012	-0.058
Si	11.19	-5.469	32.044	-0.01	-0.014	-0.062
Si	11.19	-1.602	32.044	-0.015	-0.019	-0.054
Si	15.057	2.265	32.044	-0.027	-0.016	0.055
Si	15.057	6.133	32.044	-0.012	0.046	0.052
Si	15.057	-5.469	32.044	-0.008	-0.005	0.045
Si	15.057	-1.602	32.044	-0.006	-0.034	0.052
Si	3.455	2.265	32.044	0.009	0	-0.047
Si	3.455	6.133	32.044	-0.009	0.017	-0.047
Si	3.455	-5.469	32.044	0.012	-0.01	-0.052
Si	3.455	-1.602	32.044	-0.001	-0.017	-0.047
Si	7.323	4.199	33.411	-0.022	-0.032	-0.013
Si	7.323	8.066	33.411	-0.034	-0.012	0.003
Si	7.323	-3.535	33.411	-0.02	0.033	-0.004
Si	7.323	0.332	33.411	-0.044	0.001	-0.009
Si	11.19	4.199	33.411	0.001	0.011	0.002
Si	11.19	8.066	33.411	0.005	-0.003	-0.005
Si	11.19	-3.535	33.411	0.014	-0.027	0.004
Si	11.19	0.332	33.411	0.015	0.008	0.008
Si	15.057	4.199	33.411	0.013	-0.013	0.001
Si	15.057	8.066	33.411	0.015	0.001	0.001
Si	15.057	-3.535	33.411	0.02	-0.007	0.002
Si	15.057	0.332	33.411	0.02	0.031	-0.006
Si	3.455	4.199	33.411	-0.005	-0.016	0.001
Si	3.455	8.066	33.411	-0.006	-0.006	-0.001
Si	3.455	-3.535	33.411	-0.012	0.006	0
Si	3.455	0.332	33.411	-0.005	0.032	0.003
Si	0	0	0.683	0.07	0.011	-0.012
Si	0	3.867	0.683	0.018	0.021	0.014
Si	0	-7.734	0.683	0.068	-0.03	0.002
Si	0	-3.867	0.683	0.082	-0.012	0.012
Si	3.867	0	0.683	-0.005	0.003	-0.021
Si	3.867	3.867	0.683	0.022	0.018	-0.005
Si	3.867	-7.734	0.683	-0.044	0.012	-0.011
Si	3.867	-3.867	0.683	-0.03	-0.021	0.006
Si	7.734	0	0.683	-0.047	0.005	-0.001
Si	7.734	3.867	0.683	-0.021	-0.016	-0.008
Si	7.734	-7.734	0.683	-0.029	0.015	0.001
Si	7.734	-3.867	0.683	0.015	-0.012	-0.011
Si	11.602	0	0.683	-0.017	0.03	-0.002
Si	11.602	3.867	0.683	-0.007	-0.007	0.011
Si	11.602	-7.734	0.683	0.021	0.016	0.009
Si	11.602	-3.867	0.683	-0.054	-0.044	0.004
Si	1.27	4.171	21.791	-0.001	-0.004	0.001
Si	0.804	7.203	21.284	0.004	0	0.002
Si	1.34	-3.044	21.854	-0.006	0.002	0.01
Si	5.601	8.063	21.694	-0.003	0.001	0.004
Si	5.606	-4.219	21.076	-0.004	-0.003	0.009
Si	5.745	0.596	21.802	-0.002	-0.003	0.005
Si	8.881	3.916	21.953	0	-0.004	-0.006
Si	8.563	8.271	21.412	0	0.002	0.005
Si	8.599	-4.149	21.166	0.001	-0.001	0.004
Si	8.889	0.732	21.966	-0.006	0	-0.012
Si	13.572	3.691	21.857	0.001	0	0.007
Si	13.492	8.164	21.923	-0.005	-0.002	-0.001
Si	13.903	-4.276	21.446	-0.004	0.003	0.003
Si	13.191	0.566	21.926	-0.003	-0.021	-0.022
Si	5.729	3.795	21.809	-0.001	0	-0.005
Si	4.283	0.019	19.194	-0.002	-0.001	0.003
Si	3.713	-6.132	9.677	-0.007	-0.004	-0.012
Si	-3.857	-1.735	9.634	-0.007	-0.001	-0.007
Si	-0.885	-1.331	10.257	0.009	0.002	0.006
Si	-0.427	-8.954	9.283	0.004	0.001	-0.002
Si	6.727	-5.525	10.396	0.008	0.005	-0.004
Si	-0.174	1.674	9.847	-0.002	0.009	0.004
Si	2.954	1.849	9.802	-0.002	0.001	-0.005
Si	2.568	-8.94	9.381	-0.009	0.004	-0.011
Si	4.277	-0.881	10.379	0	0.002	-0.007
Si	6.733	-6.998	13.172	0	-0.002	-0.005
Si	7.085	-0.158	11.459	0.002	0.002	-0.007
Si	-5.176	4.662	9.203	-0.004	-0.008	-0.017
Si	-1.593	-6.149	9.453	-0.002	-0.004	-0.011
Si	10.062	-3.113	18.756	-0.001	0.001	0.004
Si	12.419	-3.06	16.886	0	0.001	0.008
Si	1.21	-1.386	15.02	-0.006	0.004	0.003
Si	0.042	-3.087	12.791	-0.003	0.001	-0.007
Si	9.033	4.595	11.955	-0.017	0.002	-0.01
Si	1.048	5.393	11.524	-0.003	0.008	-0.009
Si	3.941	-1.243	13.339	0.002	0.003	0
Si	4.998	3.206	11.632	0.005	0.005	-0.008
Si	6.243	-9.635	11.474	-0.007	0.003	-0.003
Si	4.365	-5.385	14.471	0	0.005	0.002
Si	6.556	5.51	16.881	0.001	0	0.005
Si	0.509	1.645	15.033	0	-0.001	-0.002
Si	-5.024	-9.058	14	0	-0.004	0.004
Si	-4.91	-3.805	11.539	0.001	-0.003	-0.002
Si	8.423	-2.108	16.318	0	0	0.004
Si	-4.861	-3.626	14.535	-0.002	-0.001	0
Si	0.776	-0.009	21.431	0.001	0.002	0.011
Si	-0.514	3.092	12.537	-0.002	-0.007	-0.007
Si	-4.352	-6.133	13.202	-0.011	0.007	-0.006
Si	8.103	2.998	17.269	-0.007	0.004	0.009
Si	-1.456	-5.784	12.531	0.008	-0.006	-0.018
Si	2.586	2.843	16.726	0.001	0	0.004
Si	5.395	-2.773	15.557	0.006	0	0.002
Si	-3.066	3.997	14.199	-0.001	-0.002	-0.005
Si	1.307	9.026	18.766	0.001	0.003	0.003
Si	2.945	-2.154	17.489	-0.002	-0.003	0.004
Si	9.771	4.68	19.131	-0.005	-0.003	0.003
Si	-5.34	2.065	12.991	-0.002	0.007	0.006
Si	5.484	1.509	16.898	0.004	0.003	0.009
Si	5.601	1.156	13.746	-0.001	0.003	-0.002
Si	13.643	2.753	16.798	-0.003	-0.002	0.007
Si	7.798	-2.811	10.449	0.011	-0.001	-0.011
Si	12.025	0.071	17.226	-0.001	0	0.005
Si	9.537	0.711	15.612	0	-0.005	0.008
Si	3.637	5.586	16.906	0	0	0.005
Si	14.096	-4.962	18.51	0.001	-0.001	0.004
Si	0.98	-7.447	13.173	-0.003	-0.003	-0.008
Si	2.524	-4.827	12.166	-0.001	-0.006	-0.004
Si	12.559	7.838	18.965	0	0.002	0.004
Si	3.08	-4.327	19.516	-0.001	-0.006	0.003
Si	1.972	1.965	19.58	0.004	0.001	0.007
Si	9.48	7.681	18.421	0.001	0.001	0.005
Si	10.949	-0.487	19.977	0.012	0.005	0.011
Si	8.35	7.68	15.707	-0.003	-0.001	0.006
Si	5.076	5.867	19.509	0.001	0.001	0.002
Si	2.276	8.199	15.901	0.005	-0.001	0.004
Si	12.881	4.781	18.983	0.003	0	0
O	1.716	8.088	22.313	0.007	0	0.006
O	1.64	0.789	22.56	0	-0.004	0.005
O	7.283	4.289	22.039	-0.004	0.002	-0.002
O	7.161	7.554	21.838	-0.001	-0.003	-0.003
O	5.049	-3.447	22.393	-0.004	0.002	0.005
O	9.294	-3.248	22.343	0.005	0	0.005
O	7.329	0.219	22.039	0.005	0.002	0.001
O	9.734	7.648	22.354	0.004	0.001	0.005
O	-0.282	3.759	22.137	-0.002	0	0.002
O	14.741	7.095	21.861	-0.004	-0.001	-0.003
O	12.677	-3.646	22.314	-0.006	0.002	0.011
O	-0.242	-3.42	21.79	0.006	0.002	-0.003
O	14.686	-0.098	21.871	-0.005	-0.002	-0.007
O	1.367	2.223	9.725	-0.002	-0.001	0.004
O	1.08	-8.301	9.035	-0.001	0.001	0.005
O	-0.192	-5.607	8.802	0.01	0.004	-0.011
O	-0.429	-2.223	8.962	0.003	-0.009	-0.01
O	1.937	-1.889	7.92	0.002	0.001	-0.003
O	3.034	-4.984	10.632	0	0	-0.005
O	5.729	-0.133	10.534	-0.005	-0.001	0.005
O	4.315	-1.866	9.067	-0.003	-0.003	-0.006
O	9.145	5.558	8.436	0.006	0.003	0.014
O	5.301	-6.128	9.975	0.002	-0.001	0.009
O	7.186	-6.078	11.882	0	0.001	0.003
O	7.922	-2.072	9	0.006	0.004	-0.005
O	-3.737	5.358	8.792	0.006	0.006	-0.007
O	-2.893	-5.694	8.591	-0.002	0	0.003
O	6.584	-3.897	10.434	-0.002	0	0.008
O	-5.083	-0.747	10.099	0.004	-0.016	0.008
O	1.877	3.227	20.599	0.001	0.001	-0.004
O	1.376	5.687	21.171	0	0.006	-0.004
O	2.774	9.56	19.264	0	0	-0.005
O	2.211	-3.935	20.823	0.005	-0.005	0.001
O	4.296	-2.222	16.605	-0.007	0.004	0.001
O	1.433	-1.492	21.333	-0.002	0.009	-0.004
O	0.893	0.814	20.025	-0.003	-0.004	-0.004
O	3.481	1.363	19.645	0.001	0.002	-0.006
O	4.97	7.209	20.438	0	0.002	-0.001
O	5.39	2.637	13.111	0.001	0.004	0.005
O	4.647	-3.956	19.783	0.008	0	0
O	5.601	9.641	21.288	0	0	-0.006
O	5.659	2.198	21.434	-0.001	0	0
O	9.574	4.801	20.749	0.001	0.001	0.003
O	5.083	5.08	16.336	0	0	0
O	8.814	8.172	19.819	-0.002	0.001	-0.002
O	8.483	9.842	21.819	0	0.002	0
O	8.887	-2.415	17.857	0.001	-0.001	0
O	8.993	2.322	21.591	0.004	-0.001	0.007
O	9.586	-0.019	20.703	0.006	-0.001	-0.006
O	12.534	7.982	20.601	0.004	0.002	0.005
O	13.238	4.636	20.567	-0.001	0.003	0.002
O	13.197	2.141	21.449	-0.002	0	0
O	12.288	-0.259	20.853	-0.014	0.014	0.016
O	11.188	-3.726	17.754	-0.001	-0.001	-0.005
O	-0.94	2.488	11.068	0	-0.005	-0.004
O	-1.54	-7.779	9.517	-0.001	0	0.004
O	-0.336	5.639	10.666	-0.003	0.001	0.006
O	-1.755	-5.552	10.949	0	-0.001	0
O	-0.093	0.091	10.279	-0.001	-0.002	0.004
O	3.545	2.707	11.081	-0.01	-0.006	0
O	2.299	5.309	10.458	0.006	0.001	0.004
O	3.303	-7.668	10.105	-0.004	-0.005	0.002
O	3.121	0.248	10.139	0.003	0.001	0.006
O	3.938	-1.697	11.762	-0.001	-0.001	-0.003
O	6.074	2.705	10.485	0.005	-0.001	-0.009
O	5.958	-9.097	9.962	0.003	0.007	0.001
O	6.825	0.418	12.959	0.004	-0.003	-0.002
O	8.268	0.683	10.724	-0.001	0	0.008
O	-4.731	1.245	11.728	0.011	0	-0.005
O	8.874	3.422	18.631	0.005	0.004	0.001
O	-5.277	4.824	10.83	0.012	0.003	0.003
O	9.332	5.543	13.219	0	0.003	0.009
O	-3.842	-3.13	10.509	0.002	0.004	0.003
O	-5.523	-5.81	7.971	-0.004	-0.001	-0.01
O	0.463	0.039	15.226	0	-0.004	0
O	2.027	2.164	15.35	0.001	0	-0.001
O	1.396	-8.872	12.546	0.002	-0.007	-0.002
O	0.802	4.047	12.381	0.006	0.003	0.006
O	10.829	-2.074	19.727	0.002	0.005	-0.001
O	5.134	-2.035	14.123	-0.003	0.002	-0.002
O	6.868	-2.485	16.139	0.002	0.002	-0.001
O	-0.838	-4.407	13.106	0.004	0.012	0.008
O	5.193	-0.315	20.523	0.005	0.002	0
O	9.316	6.052	18.37	0	0	-0.004
O	5.907	1.174	15.351	0.001	0	-0.003
O	5.018	4.824	11.852	-0.005	-0.001	0.006
O	3.259	6.93	16.098	-0.002	0.001	-0.002
O	3.21	9.454	15.435	-0.002	0	0.001
O	11.089	0.277	18.546	0	-0.004	0.01
O	9.093	2.08	16.373	0.002	0.005	-0.003
O	9.479	0.997	14.02	-0.002	-0.007	-0.003
O	5.266	-4.384	15.377	0	-0.008	-0.004
O	7.65	4.361	16.497	0.001	0	-0.003
O	-1.748	3.914	13.234	-0.002	0.003	0.003
O	-2.757	-6.069	13.435	0.007	0.002	0.013
O	-4.696	-5.411	11.77	-0.002	0.004	0.002
O	2.501	-1.421	14.038	0.007	0	-0.004
O	13.751	-3.943	17.267	0	-0.001	-0.002
O	11.996	-3.228	15.314	0.001	0.001	0.001
O	9.321	-2.986	15.284	0.001	0	0
O	4.145	2.421	16.895	0.001	0	-0.001
O	8.555	-0.512	16.022	-0.002	-0.002	0.001
O	0.232	-5.203	18.692	0.003	-0.002	-0.002
O	9.116	-3.658	10.835	-0.013	0.007	0.003
O	-0.015	1.888	13.513	0.001	-0.002	0.004
O	14.203	9.649	21.878	0.002	-0.004	-0.003
O	-0.539	-7.106	12.742	-0.005	-0.003	0.006
O	2.605	-3.585	18.157	-0.003	0.003	-0.008
O	6.73	2.226	17.654	-0.003	0	-0.003
O	11.079	0.287	15.922	0.005	0	0.003
O	5.202	0.22	17.854	-0.001	-0.003	-0.001
O	5.101	4.579	20.511	0.002	-0.006	0.005
O	13.455	9.018	18.287	-0.001	-0.002	-0.002
O	1.132	-7.549	14.783	0	-0.002	0.008
O	1.917	-6.265	12.598	-0.003	-0.004	0.002
O	15.069	2.491	16.08	0.003	0.002	-0.004
O	5.323	-6.525	13.83	0.004	-0.004	-0.001
O	11.322	4.374	18.758	0	-0.001	-0.006
O	2.504	4.463	16.605	0	0.002	-0.003
O	1.453	8.432	17.272	-0.001	0.001	0.002
O	1.475	-3.592	12.2	-0.004	0.014	0.004
O	-4.761	-7.695	13.151	-0.002	-0.005	0.001
O	4.221	0.358	13.436	-0.005	-0.002	0.003
O	11.056	8.057	18.399	0.001	0	-0.005
O	7.019	6.812	16.043	0.001	0	-0.002
O	0.79	7.882	19.804	-0.001	-0.004	0.001
O	-4.17	2.953	13.65	0.003	0.003	0.007
O	6.392	5.823	18.503	-0.003	0.001	-0.001
O	1.671	-1.818	16.526	0.002	-0.001	0.004
O	-4.791	-3.054	12.997	-0.001	0	0
O	12.658	-1.452	17.196	0	0	-0.004
O	8.735	8.41	17.143	0.001	-0.001	0.001
O	9.725	6.836	15.4	0.001	-0.002	0
O	13.789	3.747	18.093	-0.001	0.002	-0.001
O	9.442	-4.227	19.768	-0.005	0	0.001
O	3.193	-1.116	18.738	0	0.004	0.001
O	7.897	-6.952	14.351	-0.003	0.002	-0.001
O	13.518	-4.236	19.863	-0.001	0.001	0.001
O	-3.664	5.527	14.214	0.001	-0.001	0.004
O	3.761	5.835	18.529	0.002	0.001	-0.002
O	13.127	6.35	18.559	0.001	-0.003	-0.003
O	13.13	1.263	17.235	0	0.001	-0.002
O	1.704	2.383	18.028	-0.001	-0.001	-0.001
O	7.098	-3.634	20.784	0.003	0	-0.006
O	8.949	3.053	12.456	-0.006	-0.002	0.004
O	7.606	4.966	11.328	0.013	-0.009	0.006
O	0.152	-2.367	14.257	-0.003	-0.001	0
O	3.707	-4.513	13.249	0.014	0.003	0.011
O	12.693	3.542	15.733	-0.002	0.001	-0.001
O	7.727	-5.958	9.18	0.007	0	-0.006
O	-5.038	-5.264	14.422	-0.002	0.002	0
O	-0.637	-2.113	11.666	-0.002	0.003	0.002
O	7.535	-1.715	11.618	0	-0.003	0.003
O	-2.46	-0.97	10.012	-0.012	0.004	0.008
O	6.444	-8.499	12.603	-0.001	0.003	0.004

Results
free energy: -281415.099 eV
free energy less fixed offsets of O -568.88, Si -635.61 eV per atom: -13.259 eV

The program warned: the cutoff lies below the one the program advises for these potential files; the forces do not sum to zero within the program's tolerance; the exchange-correlation potential is rough where the density is thin.
